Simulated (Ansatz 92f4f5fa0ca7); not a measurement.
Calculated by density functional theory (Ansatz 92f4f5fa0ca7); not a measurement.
Periodic cell of 215 atoms, Si132O82As1, from a study of silicon, its oxide and their interface. The atomic structure is a simulated model.
Doubt: the cutoff is far below the 930 eV that the study's wrapper takes by default for these files, so forces and energies are approximate.

Settings
functional: PBE
potential files: Ansatz PAW
basis: plane waves
wave-function cutoff: 580 eV
density cutoff ratio: 5
exchange-correlation grid ratio: 1
k mesh: 1 x 1 x 1, Gamma-centred
self-consistency stop: 5e-08 eV per atom in the density residual
occupations: fixed
spin: none
net charge: +1 e, with a uniform compensating background and no finite-size correction

Cell vectors (angstrom)
a 10.938 0 0
b 0 10.938 0
c 0 0 31.5432

Atoms and the computed forces on them: element, x, y, z (angstrom), force x, y, z (eV/angstrom)
Si 10.308 0.6524 24.3694 0.4034 -0.5007 -0.4187
Si 6.0459 10.515 24.1379 0.0214 0.0762 -0.2479
Si 2.0713 3.4354 24.0995 0.4939 -0.5787 -0.5828
Si 8.6415 2.3401 24.2945 -0.268 0.033 -0.3087
Si 0.4067 5.1428 24.1555 -0.0619 0.3004 -0.2921
Si 5.0476 5.917 24.1947 0.0291 -0.0805 -0.2349
Si 3.3797 7.6634 24.1478 0.0101 0.0029 -0.2442
Si 7.8341 8.839 24.0065 0.0753 -0.0201 -0.2289
As 1.2762 1.588 25.4908 0.1964 -0.2917 0.0172
Si 6.8953 1.3305 25.4801 -0.0276 -0.0993 0.1008
Si 4.0185 4.133 25.3434 -0.0456 0.0405 0.0148
Si 9.6162 4.1517 25.4035 -0.0745 0.0337 0.2353
Si 1.4705 6.851 25.3544 0.0756 0.0308 0.0695
Si 6.8822 6.9704 25.251 -0.015 0.0669 0.0046
Si 4.2202 9.5481 25.3121 -0.0233 -0.0051 -0.0138
Si 9.524 9.6641 25.4567 -0.0693 0.0424 0.0679
Si 2.795 -0.0259 26.6769 -0.0728 0.2106 -0.1406
Si 8.1904 -0.0071 26.9329 0.0057 -0.0195 0.2794
Si -0.0861 2.868 26.9916 0.0535 -0.0572 0.0784
Si 5.4342 2.7427 26.669 -0.0606 0.0397 -0.1046
Si 2.7305 5.4687 26.8255 0.0082 -0.0272 0.1882
Si 8.1906 5.552 26.6488 0.0075 0.0256 -0.1327
Si 0.0347 8.2257 26.6604 -0.0278 0.0704 -0.1041
Si 5.5323 8.2188 26.7896 0.0084 0.0144 0.1665
Si 4.0955 1.3785 28.0612 0.0557 0.06 0.1141
Si 9.5677 1.3604 28.2817 -0.1052 0.0133 -0.3316
Si 1.3993 4.1484 28.2746 -0.0513 0.0581 -0.3038
Si 6.8178 4.1465 28.0149 0.0194 -0.0653 0.1482
Si 4.1519 6.8298 28.1429 -0.1274 0.0871 -0.0975
Si 9.5883 6.8642 28.0434 -0.011 -0.0048 0.1091
Si 1.3804 9.5948 28.0434 -0.1068 -0.0558 0.1746
Si 6.8295 9.5395 28.2603 0.0137 0.114 -0.334
Si 0.0512 -0.0153 29.5343 0.0291 -0.0734 0.0101
Si 5.4306 0.0204 29.4862 -0.0099 -0.0344 0.0543
Si 2.7573 2.704 29.5222 0.059 -0.0122 0.0703
Si 8.1551 2.7832 29.4815 -0.0685 0.0686 0.0092
Si -0.0305 5.5224 29.4999 -0.0345 0.0387 0.0631
Si 5.4947 5.4554 29.5002 0.044 -0.0308 0.0111
Si 2.7453 8.2238 29.4475 0.0849 -0.0265 -0.0446
Si 8.2465 8.1699 29.523 0.0355 -0.0555 0.0693
Si 1.3939 1.3553 30.9052 0.0052 -0.0154 0.0643
Si 6.8052 1.3804 30.8329 -0.002 0.0649 0.0084
Si 4.1235 4.0844 30.8766 0.0129 0.0177 0.0322
Si 9.5476 4.1257 30.8381 -0.027 0.0017 0.0131
Si 1.3704 6.8669 30.828 -0.0271 0.0465 0.0058
Si 6.8666 6.8037 30.8883 -0.0126 0.0045 0.0275
Si 4.0903 9.5792 30.841 -0.0499 -0.0029 0.0285
Si 9.6002 9.548 30.8883 0.0156 0.0111 0.0378
Si 2.7491 -0.0374 0.716 0.0182 0.007 0.0247
Si 8.175 0.0052 0.6493 -0.0136 -0.0603 -0.0122
Si -0.0344 2.7483 0.6618 0.0127 0.0152 0.006
Si 5.4778 2.7075 0.7083 -0.0044 -0.0061 0.0034
Si 2.7121 5.4798 0.6541 0.0101 -0.0232 -0.0157
Si 8.2181 5.4307 0.7266 -0.0064 0.003 0.0214
Si 0.0366 8.1798 0.7122 -0.0028 -0.0036 0.0104
Si 5.4627 8.2096 0.6602 0.0411 0.0145 -0.0174
Si 4.1278 1.32 2.0681 0.0018 -0.0031 0.0061
Si 9.5206 1.374 2.0145 -0.0486 0.0819 -0.0521
Si 1.3248 4.1255 2.0317 -0.0586 0.0593 -0.0045
Si 6.8572 4.0413 2.0809 0.0392 -0.0251 -0.0235
Si 4.0747 6.8559 2.0148 -0.0645 0.0552 -0.0594
Si 9.6133 6.7913 2.0652 0.0223 -0.0304 -0.0029
Si 1.3895 9.5379 2.0877 -0.0059 -0.0049 -0.0142
Si 6.8316 9.5643 2.0481 -0.009 0.0001 0.0204
Si -0.0639 -0.0147 3.3105 0.1673 -0.048 0.3187
Si 5.4804 -0.0353 3.5002 0.0024 0.004 -0.0997
Si 2.6952 2.7133 3.3041 0.0487 0.0003 0.3344
Si 8.1961 2.665 3.5139 -0.0082 0.0741 -0.0906
Si -0.0095 5.4493 3.5305 0.0278 -0.0226 -0.1238
Si 5.4515 5.4701 3.2915 0.0303 -0.0911 0.3846
Si 2.753 8.1783 3.5012 -0.0189 0.0063 -0.0835
Si 8.2388 8.1742 3.3585 -0.0921 0.0027 0.1734
Si 1.2937 1.3497 4.6632 -0.0209 0.032 -0.137
Si 6.8536 1.2785 4.9209 -0.0171 0.002 0.1045
Si 4.0716 4.1017 4.6439 -0.0377 -0.0033 -0.1781
Si 9.5474 4.0435 4.8926 -0.0107 -0.0334 0.1354
Si 1.3674 6.8451 4.8961 0.0239 -0.0048 0.119
Si 6.844 6.7868 4.6801 -0.0059 0.0028 -0.1519
Si 4.1203 9.5423 4.8914 -0.0216 -0.0117 0.1056
Si 9.5835 9.552 4.7436 -0.0162 0.0018 -0.0857
Si 2.6242 0.0206 6.095 -0.0135 -0.0359 -0.0788
Si 8.2393 -0.1573 6.2735 0.0005 -0.003 -0.0141
Si -0.0081 2.6291 6.204 0.0435 -0.0048 -0.0502
Si 5.3865 2.7436 6.075 0.0303 0.0155 -0.0904
Si 2.7617 5.4085 6.1507 0.0198 -0.0427 -0.0489
Si 8.1066 5.4184 6.1762 -0.0192 -0.0071 -0.0588
Si 0.0049 8.2732 6.2311 0.0088 0.0305 -0.0425
Si 5.5738 8.1283 6.1577 0.0201 0.0094 -0.0419
Si 3.4993 1.8961 7.1834 -0.075 0.0924 0.1108
Si 10.041 0.8016 7.4696 -0.0572 0.0428 0.1563
Si 1.7949 3.6219 7.3571 -0.0602 0.042 0.112
Si 6.2285 4.5001 7.3799 -0.0199 -0.0225 0.1615
Si 4.6558 6.2834 7.2591 -0.0276 0.0089 0.1157
Si 9.1712 7.1688 7.323 0.0429 -0.0423 0.1361
Si 0.9082 10.1276 7.5168 0.047 0.0042 0.1869
Si 7.4185 8.8628 7.4905 -0.0109 0.0139 0.1213
O 4.6012 6.5737 8.8879 0.0363 -0.0149 -0.211
O 1.4036 3.9501 8.9432 0.019 -0.059 -0.2128
O 9.7535 6.5293 8.7421 -0.0638 0.0546 -0.2617
O 1.3253 10.0783 9.1474 -0.0767 0.0237 -0.2687
O 6.1054 4.1955 9.021 -0.0005 0.0368 -0.2312
O 3.7328 1.5438 8.7654 -0.0439 0.0605 -0.2531
O 7.1448 8.9322 9.1386 0.0511 -0.042 -0.2001
O 9.6768 1.047 9.0731 0.0665 -0.0323 -0.2402
O 8.1924 2.5784 22.7262 0.1876 -0.0805 0.5205
O 10.9057 5.6328 22.6328 0.064 -0.2067 0.5062
O 5.6734 0.0767 22.61 0.0642 -0.0759 0.3154
O 5.3225 5.3892 22.6458 -0.0842 0.0711 0.3536
O 2.1244 2.8583 22.5397 -0.1173 0.1324 0.3808
O 3.326 7.8688 22.4957 0.0601 -0.0685 0.3207
O 8.4064 8.7131 22.4384 -0.1253 0.0359 0.3046
O -0.1493 11.2467 22.8376 -0.0801 0.1504 0.3212
Si 2.1721 2.9781 12.8897 -0.0189 -0.0246 0.075
Si 8.7037 1.2682 10.3566 -0.0271 0.046 0.2181
Si 1.0712 4.4917 15.3485 -0.0233 0.0242 -0.0711
Si 7.5661 5.5423 12.2026 -0.0041 0.0251 0.0937
Si 2.3948 8.2005 21.2076 0.0235 0.0187 -0.3868
Si 5.4308 7.7434 12.4707 0.0166 -0.0229 0.0994
Si 9.2763 0.4442 15.4932 -0.0332 -0.0377 -0.0717
Si 2.9043 -0.0578 16.6311 -0.0214 0.022 -0.1962
Si 10.4927 1.1469 12.6001 0.0304 0.0018 0.0916
Si 7.7464 2.854 21.2016 -0.0316 0.0748 -0.515
Si 9.1494 8.7772 14.4566 -0.0178 0.0048 -0.0066
Si 1.487 4.7671 10.3522 0.0193 0.0059 0.2167
Si 4.4595 9.4983 19.127 -0.0026 0.022 -0.3367
Si 11.045 6.1283 21.0879 0.02 0.0066 -0.4949
Si 6.6261 10.4363 14.838 0.0431 0.0014 -0.0205
Si 5.3746 0.7569 21.1717 -0.0201 -0.045 -0.3743
Si 2.3674 9.7793 10.3798 0.0314 -0.0658 0.2385
Si 0.4168 10.661 21.4457 0.0431 -0.1063 -0.3983
Si 5.8531 5.2737 21.1241 0.0014 0.0518 -0.4466
Si 3.6623 7.0634 10.0992 -0.0536 -0.0086 0.2333
Si 9.0478 5.6714 14.8461 0.0415 0.0497 -0.0568
Si 3.6521 4.0846 19.109 0.0377 0.0749 -0.379
Si 10.0328 3.6647 19.3113 -0.0079 -0.0214 -0.3743
Si 4.2661 8.648 15.3506 0.0137 0.0292 -0.0565
Si 0.4586 1.9126 17.1509 -0.007 -0.0493 -0.2456
Si 6.7849 7.5595 19.2601 -0.0227 -0.042 -0.2913
Si 5.2555 3.6133 16.7599 0.0143 0.0097 -0.1992
Si 7.7807 5.03 17.5364 -0.0441 -0.0238 -0.2265
Si 6.6951 9.8807 10.3876 -0.0546 0.0367 0.2399
Si 4.4005 1.0192 10.1213 0.0288 -0.0453 0.217
Si -0.0077 9.0754 11.8987 -0.0412 0.0152 0.1356
Si 9.0911 8.6584 20.9452 -0.074 0.0088 -0.3844
Si 4.565 1.6617 14.5797 -0.0036 -0.012 -0.0493
Si 2.4356 2.1205 21.1096 0.0896 0.0043 -0.4635
Si 6.3507 3.3035 10.3635 0.096 -0.0066 0.2222
Si 3.427 5.9072 16.7347 -0.0224 0.0514 -0.2008
Si 9.8917 6.5249 10.3551 -0.0032 0.0021 0.2691
O 0.1288 2.6285 18.5804 -0.0513 0.0805 0.1932
O 2.9306 9.6135 15.5555 -0.0118 0.0232 0.0606
O 10.857 4.8082 20.1464 0.0416 0.1231 0.2143
O 7.5792 2.3428 9.9192 -0.0088 0.0305 -0.0482
O 10.9422 5.3344 10.7983 0.0021 0.0012 -0.0625
O 6.598 6.6785 12.8716 -0.0109 0.0127 -0.0291
O 10.3277 8.0496 10.7839 -0.0098 -0.0334 -0.0938
O 7.6814 9.4448 13.9955 -0.0204 0.0062 -0.0027
O 8.431 6.1941 10.9884 0.0342 0.0134 -0.086
O 5.3038 10.5313 20.0507 0.0324 0.1231 0.1959
O 2.1876 3.7421 11.4329 -0.0098 0.0288 -0.0963
O 7.9444 8.5964 19.7787 0.0969 0.0481 0.169
O 6.1915 6.7592 20.5582 -0.0398 -0.0692 0.1897
O 5.5166 2.694 15.4373 -0.0005 0.0329 0.0737
O 1.2913 0.9632 20.7779 -0.0206 0.001 0.1379
O 6.0916 8.999 11.6313 0.0253 0.0696 -0.1095
O 4.602 4.9647 16.1139 0.0037 -0.0132 0.0697
O 6.5897 3.9226 17.6511 0.0214 0.02 0.0848
O 10.583 10.6614 11.8044 -0.0148 -0.0122 -0.0553
O 5.5921 0.4935 13.987 -0.0115 0.0059 0.0039
O 8.0062 5.1122 15.9393 -0.0361 -0.0161 0.1208
O 9.7424 9.8053 15.59 0.0115 0.0144 0.0256
O -0.4006 5.1223 15.1478 -0.0032 -0.0088 0.0254
O 1.5553 6.8498 20.802 -0.0219 -0.0042 0.1434
O 1.4924 0.6197 17.1581 -0.0124 0.0145 0.0798
O 6.5697 1.8006 20.7774 0.0195 0.0089 0.1518
O 1.0282 1.8014 12.837 0.004 -0.0054 -0.0235
O 3.2335 5.4888 18.328 0.0047 -0.0593 0.1763
O 9.5427 1.9881 11.5738 -0.0507 -0.0001 -0.1013
O 1.0387 3.0879 16.1799 -0.0117 -0.0338 0.082
O 8.6007 5.1083 13.3853 -0.0199 -0.003 -0.016
O 10.3001 8.5841 13.3121 0.0165 0.0077 -0.0412
O 1.4257 9.4112 21.7054 -0.0599 0.0709 0.0962
O 10.0544 9.9849 20.6644 0.0735 0.0624 0.1651
O 3.1952 0.181 10.8861 -0.0026 0.0485 -0.0639
O 5.0828 2.3456 10.8238 -0.0583 -0.0315 -0.0688
O 1.7508 4.1596 13.917 -0.0084 0.0064 0.0109
O 7.9663 10.8124 10.8483 -0.0227 -0.0107 -0.0628
O 9.1372 4.4755 18.2224 0.0738 -0.041 0.1609
O 5.6434 9.4839 15.7576 -0.0224 -0.0116 0.0366
O 5.5608 -0.0609 9.7936 0.0049 0.007 -0.1226
O 3.6138 2.3199 13.3947 0.0028 0.003 -0.004
O 1.9713 5.6475 16.0548 0.0318 0.0094 0.052
O 9.7299 1.0215 14.0309 0.0089 0.0099 -0.0003
O 4.4053 6.9093 11.5272 -0.0395 -0.0023 -0.0943
O 4.7432 4.5081 20.2293 0.0761 0.0449 0.208
O 9.9534 1.3467 16.6406 0.0392 0.0382 0.0862
O 6.7105 4.2705 11.6345 -0.038 -0.0586 -0.0946
O 5.5695 8.4216 18.5866 0.0079 0.0009 0.1084
O 9.0689 2.7356 20.2532 -0.0907 -0.0369 0.2142
O 3.5927 1.1202 15.7616 -0.0179 -0.0042 0.0619
O 4.2181 3.0696 17.9299 -0.0603 0.0109 0.1672
O 9.9069 7.2535 20.8056 0.0378 -0.0232 0.1286
O 3.3819 8.6421 9.8068 0.0017 0.012 -0.077
O 3.9438 7.4122 16.3748 -0.0083 -0.0285 0.061
O 7.6418 0.471 15.6908 0.001 0.015 0.0306
O 8.9466 7.2871 15.0288 -0.0088 -0.0212 0.0209
O 3.9186 1.4705 21.2407 -0.0685 0.0316 0.1286
O 1.6186 9.0959 11.6829 0.0455 0.0216 -0.0982
O 2.3346 6.1402 10.1406 0.0254 0.0157 -0.0583
O 7.3563 6.4779 18.1713 -0.0305 0.0827 0.138
O 7.2244 4.3944 21.0698 0.0168 -0.0586 0.1455
O 4.5628 8.2025 13.7922 0.0021 -0.0003 -0.0213
O 3.3037 8.6864 19.9528 -0.1169 -0.0612 0.2069
O 2.492 3.2499 19.9121 -0.0779 -0.1315 0.2607
O 3.7271 10.3526 17.943 0.0642 -0.0529 0.2048

Results
free energy: -135411.141 eV
free energy less fixed offsets of As -4856.12, O -568.88, Si -635.61 eV per atom: -6.341 eV

The program warned: the cutoff lies below the one the program advises for these potential files; the exchange-correlation potential is rough where the density is thin.
